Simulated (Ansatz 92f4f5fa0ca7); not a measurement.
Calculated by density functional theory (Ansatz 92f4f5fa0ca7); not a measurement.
Periodic cell of 416 atoms, Si264O152, from a study of silicon, its oxide and their interface. The atomic structure is a simulated model.
Doubt: the cutoff is far below the 930 eV that the study's wrapper takes by default for these files, so forces and energies are approximate.
This geometry differs little from another in the collection (a relaxation step or a small displacement).

Settings: functional PBE; potential files Ansatz PAW; basis plane waves; wave-function cutoff 580 eV; density cutoff ratio 5; exchange-correlation grid ratio 1; k mesh 1 x 1 x 1, Gamma-centred; self-consistency stop 5e-08 eV per atom in the density residual; occupations fixed; spin none; net charge 0.

Cell vectors (angstrom)
a	15.4687	0	0
b	0	12.8259	0
c	0	0	36.8592

Atoms and the computed forces on them: element, x, y, z (angstrom), force x, y, z (eV/angstrom)
Si	-0.0073	1.1203	34.1985	-0.0005	0.0073	0.002
Si	3.8776	1.1161	34.2429	0.0001	0.0117	-0.0074
Si	7.739	1.1102	34.2698	-0.0002	0.0059	-0.0051
Si	11.7282	1.1203	34.2599	0.0044	0.0039	-0.0031
Si	1.9022	7.613	34.1482	-0.0015	-0.0007	-0.0025
Si	5.7838	7.5932	34.1692	0.0001	-0.0026	-0.0005
Si	9.6893	7.5895	34.1466	0	-0.0058	-0.0036
Si	13.5642	7.5891	34.0826	0.0009	-0.0026	0.0021
Si	1.9336	5.247	34.5923	-0.2661	0.1016	-0.3486
Si	5.8008	5.247	34.5923	0.1691	-0.1005	-0.0719
Si	9.6679	5.247	34.5923	0.0592	-0.0951	-0.3057
Si	13.5351	5.247	34.5923	0.2096	-0.1043	-0.9057
Si	0	11.6599	34.5923	-0.1802	-0.105	0.3923
Si	3.8672	11.6599	34.5923	0.1047	0.322	0.7793
Si	7.7343	11.6599	34.5923	0.0501	-0.3643	0.3738
Si	11.6015	11.6599	34.5923	0.1141	-0.3691	0.1733
Si	0	4.664	35.829	0.0325	0.0422	-0.013
Si	3.8672	4.664	35.829	0.0151	-0.0939	-0.0554
Si	7.7343	4.664	35.829	-0.0186	0.0853	0.0393
Si	11.6015	4.664	35.829	-0.0397	-0.0056	-0.0982
Si	1.9336	11.0769	35.829	0.0118	-0.1378	-0.1347
Si	5.8008	11.0769	35.829	-0.0117	-0.0991	-0.088
Si	9.6679	11.0769	35.829	-0.0324	-0.0639	-0.0903
Si	13.5351	11.0769	35.829	-0.0116	-0.2317	-0.068
Si	0	2.332	36.2413	-0.0236	-0.0297	-0.0453
Si	3.8672	2.332	36.2413	0.0425	0.1509	0.1574
Si	7.7343	2.332	36.2413	-0.1656	0.0761	0.3752
Si	11.6015	2.332	36.2413	0.2986	0.0298	0.3436
Si	1.9336	8.745	36.2413	-0.2211	-0.0401	-0.0073
Si	5.8008	8.745	36.2413	0.0075	-0.0488	0.0865
Si	9.6679	8.745	36.2413	0.1508	-0.0516	-0.086
Si	13.5351	8.745	36.2413	0.0431	-0.0637	-0.3702
Si	1.9336	1.749	0.6188	-0.0371	0.022	-0.0525
Si	5.8008	1.749	0.6188	0.0201	0.1188	0.0405
Si	9.6679	1.749	0.6188	-0.0406	0.0477	-0.0518
Si	13.5351	1.749	0.6188	-0.0684	0.1512	0.081
Si	0	8.162	0.6188	0.0673	-0.0491	-0.0376
Si	3.8672	8.162	0.6188	0.0148	-0.0617	-0.0424
Si	7.7343	8.162	0.6188	-0.0148	-0.075	-0.0347
Si	11.6015	8.162	0.6188	-0.0137	-0.0938	-0.0722
Si	0	5.83	1.031	-0.0582	0.0078	0.0404
Si	3.8672	5.83	1.031	-0.0036	0.106	0.0424
Si	7.7343	5.83	1.031	0.0459	0.0006	0.026
Si	11.6015	5.83	1.031	0.0302	0.0479	0.0658
Si	1.9336	12.2429	1.031	-0.0034	-0.0277	-0.0245
Si	5.8008	12.2429	1.031	0.0071	0.0091	0.032
Si	9.6679	12.2429	1.031	-0.0038	-0.0364	-0.0247
Si	13.5351	12.2429	1.031	-0.0008	0.0339	0.0262
Si	1.9336	5.247	2.2678	-0.0664	-0.0031	0.0932
Si	5.8008	5.247	2.2678	0.0224	-0.0742	-0.1002
Si	9.6679	5.247	2.2678	0.0501	-0.0476	0.0058
Si	13.5351	5.247	2.2678	0.094	-0.0191	0.0353
Si	0	11.6599	2.2678	0.0435	0.0365	-0.1367
Si	3.8672	11.6599	2.2678	0.0069	0.0758	0.0062
Si	7.7343	11.6599	2.2678	0.0836	0.0224	0.0966
Si	11.6015	11.6599	2.2678	-0.1358	0.0466	0.0244
Si	1.9336	2.915	2.68	0.0392	-0.0905	-0.0382
Si	5.8008	2.915	2.68	-0.0454	-0.1425	-0.0557
Si	9.6679	2.915	2.68	0.0497	-0.1262	-0.1069
Si	13.5351	2.915	2.68	0.0801	-0.1636	-0.0601
Si	0	9.328	2.68	-0.0761	0.1013	0.1011
Si	3.8672	9.328	2.68	-0.0244	0.111	0.1155
Si	7.7343	9.328	2.68	0.0013	0.1943	0.1076
Si	11.6015	9.328	2.68	0.0289	0.1536	0.1146
Si	-5.6786	3.8439	26.6403	0.011	-0.014	-0.0192
Si	11.4078	-1.185	20.6756	-0.0045	-0.0003	-0.0025
Si	3.1428	-0.3662	26.3986	-0.0039	0.0011	0.0101
Si	5.7954	-3.9741	29.9233	-0.0096	0.0031	-0.0036
Si	5.7609	5.5095	28.9179	-0.0012	0.0014	-0.0059
Si	-0.0379	9.6621	22.4715	-0.0008	0.002	0.0044
Si	3.5736	7.5096	27.0376	-0.0073	0.0058	0.0242
Si	13.5018	9.0423	29.8093	-0.0009	-0.008	-0.0047
Si	-1.8837	0.7656	25.3568	0.0029	0.0038	-0.0003
Si	2.5937	5.7123	28.4993	-0.0006	0.0074	-0.0024
Si	10.9403	1.9248	17.3178	-0.0054	0.0069	0.0071
Si	7.5671	1.2802	21.6106	-0.0023	0.0016	-0.0049
Si	7.4564	8.544	19.9822	-0.0009	-0.0017	0.001
Si	7.9756	14.3265	30.1453	-0.0184	0.0008	-0.0034
Si	0.1882	9.1342	25.648	0.0006	-0.0038	0
Si	11.4068	14.4883	30.0498	0.0094	-0.0022	-0.0063
Si	1.996	0.788	30.7739	0.0018	-0.0063	0.0036
Si	5.8369	0.6861	30.7364	-0.0015	-0.0092	-0.0003
Si	9.744	0.4203	31.2145	0.0029	-0.0071	-0.003
Si	17.4353	9.3419	29.8119	-0.0003	0.0125	-0.0065
Si	1.962	11.2274	31.2682	-0.0003	0.0049	-0.008
Si	3.7618	8.1387	30.8435	0.0089	0.027	0.0131
Si	9.6392	10.853	31.205	0.0043	0.001	0.0022
Si	9.4842	8.8295	29.7158	-0.0046	0.0029	-0.0053
Si	-1.9725	0.6252	30.6825	0.0055	-0.0148	0.0018
Si	0.0739	3.9224	30.9813	-0.0022	0.0073	-0.0073
Si	8.4995	-5.1248	27.6658	-0.0131	-0.0018	0.009
Si	12.8658	3.7482	25.9828	0.0065	-0.0042	-0.0026
Si	-3.893	3.8877	31.1057	0.0013	0.0033	0.0021
Si	5.573	1.1357	25.4263	0.0009	-0.001	0.0048
Si	13.7341	5.6163	28.2175	0.0012	-0.0001	-0.001
Si	13.5073	11.0484	31.1741	-0.0013	0.0157	0.0052
Si	3.9558	2.1046	29.9984	0.0005	-0.0077	0.0042
Si	5.8109	-1.7825	31.1203	-0.0009	0.0054	0.0017
Si	5.9441	-5.2193	27.8642	0.0022	0.0059	-0.0123
Si	9.6465	1.3787	28.3638	-0.0071	-0.0081	-0.0166
Si	4.1436	3.8621	28.2574	-0.004	0.0098	0.042
Si	3.9818	5.9452	30.3293	0.0037	-0.0067	-0.0356
Si	11.6407	5.6201	29.4844	-0.0026	0.0024	0.0033
Si	11.5491	7.7836	30.486	0.004	0.0002	-0.0018
Si	0.3259	5.733	29.442	-0.0047	-0.0072	0.0065
Si	3.8895	3.9785	31.5128	0.0006	-0.0276	0.007
Si	7.8355	3.6756	31.3136	0.0048	0.0024	-0.005
Si	7.8629	5.4153	29.8438	-0.0032	0.0025	0.0012
Si	9.5638	5.619	28.2261	-0.0036	-0.0007	0.0048
Si	7.699	7.6426	30.7644	0.002	0.004	0.0029
Si	15.5535	7.9258	30.4401	-0.0083	-0.0037	-0.0023
Si	15.4893	14.4471	29.7729	-0.0001	0.0009	-0.0042
Si	1.8533	3.8952	32.6163	-0.0041	0.0093	0.0025
Si	5.8911	3.8386	32.6811	0.0019	0.0104	0.0031
Si	9.7519	3.8552	32.6293	-0.0013	0.0052	0.0026
Si	13.577	3.9602	32.4212	0.0009	0.001	0.0011
Si	-0.0033	10.6442	32.4989	-0.0055	-0.007	0.0026
Si	3.9011	10.7118	32.5227	0.0065	-0.0099	-0.0151
Si	7.7002	10.5543	32.5221	-0.0015	-0.0018	0.0044
Si	11.5999	10.5094	32.5184	0.0001	0.0044	0.0047
Si	1.9448	1.611	33.0122	-0.0018	-0.0055	-0.0057
Si	5.8228	1.5422	33.0016	0.0021	-0.0061	-0.0088
Si	9.7465	1.5874	33.2161	-0.0101	0.0078	-0.0025
Si	13.5748	1.6415	32.8843	-0.0015	-0.0016	-0.0012
Si	0.0339	8.2722	32.8222	-0.0004	0.0037	0.0032
Si	3.843	8.4361	33.1185	-0.0015	-0.0114	-0.0199
Si	7.7219	8.2276	33.0119	0.0025	0.002	-0.0093
Si	11.6071	8.1691	32.8545	-0.0045	0.0024	-0.0001
Si	0	2.332	3.9167	-0.1866	0.3091	-0.0432
Si	3.8672	2.332	3.9167	0.008	0.0584	-0.3971
Si	7.7343	2.332	3.9167	0.0968	-0.2532	-0.3627
Si	11.6015	2.332	3.9167	-0.1793	-0.0591	-0.288
Si	1.9336	8.745	3.9167	0.0118	0.3692	0.4404
Si	5.8008	8.745	3.9167	0.0715	0.1343	0.2592
Si	9.6679	8.745	3.9167	-0.0185	0.2457	0.3711
Si	13.5351	8.745	3.9167	0.1228	0.2204	0.0787
Si	1.9163	6.4529	4.3294	0.0011	-0.0032	-0.0023
Si	5.8267	6.4303	4.3059	0.0042	-0.0026	-0.0018
Si	9.6885	6.4486	4.3126	-0.0008	-0.0089	-0.0028
Si	13.5496	6.4368	4.3207	0.0022	0.0027	-0.0021
Si	0.0157	12.8172	4.325	0.0003	0.0029	-0.0077
Si	3.8783	12.8115	4.3465	-0.0007	0.0038	-0.0061
Si	7.7589	12.8106	4.3583	0.0017	-0.0031	-0.0041
Si	11.5623	12.8071	4.3511	-0.002	0.0023	-0.0075
Si	-0.0089	5.9995	5.6398	-0.0046	-0.0097	-0.0027
Si	3.8776	5.9656	5.5333	0.0008	-0.0036	-0.0014
Si	7.7698	5.8268	5.5279	-0.0045	0.0036	-0.0107
Si	11.6157	5.9298	5.5611	-0.0126	-0.0037	0.0038
Si	1.9404	12.2235	5.5729	-0.0023	0	0.0025
Si	5.8191	12.1788	5.5559	-0.0014	0.0027	0.0015
Si	9.6618	12.1643	5.662	-0.0037	0.004	0.0025
Si	13.5317	12.221	5.498	0.0035	0.0054	0.0087
Si	-0.0763	3.656	5.9024	0.0077	0.0011	-0.0074
Si	3.8266	3.6371	5.8488	0.005	0.0027	-0.0056
Si	7.7568	3.5153	5.9079	0.0053	-0.0012	0.0012
Si	11.4798	3.6041	5.8695	-0.0056	0.0007	-0.0056
Si	1.964	9.9141	6.0956	-0.007	0.0061	0.0042
Si	5.8218	9.8635	6.0631	-0.0028	-0.0079	-0.0039
Si	9.693	9.8328	6.1032	-0.002	-0.0065	0.0008
Si	13.5923	9.8959	6.0167	0.0008	-0.0003	-0.0028
Si	1.8865	3.0029	6.9766	-0.0095	-0.0019	-0.0014
Si	5.7599	2.9486	6.9378	-0.0067	0.0007	0.0005
Si	9.6428	2.7899	7.1086	-0.0044	0.0105	0.016
Si	15.4899	-3.2969	7.4481	-0.0004	-0.0067	-0.0056
Si	-5.7682	6.1553	8.732	0.0081	0.0011	0.0502
Si	3.9192	7.0308	7.6659	-0.0067	0.0064	0.0054
Si	7.7275	9.199	7.3567	-0.0028	-0.0038	-0.0098
Si	11.6972	9.3365	7.3363	-0.0028	0	-0.0006
Si	-1.8831	6.4475	9.1032	-0.0223	0.0062	-0.0327
Si	11.2751	4.0003	10.6285	-0.0122	-0.0449	-0.0089
Si	4.4407	10.4564	15.2118	-0.0008	-0.0072	-0.0006
Si	11.6948	6.9614	7.7078	0.0032	0.0022	0.0184
Si	-0.1229	13.441	8.7487	-0.006	-0.0044	0.0001
Si	1.8645	16.7147	9.1127	-0.0051	0.0184	-0.0043
Si	12.3325	10.799	9.1567	-0.0016	-0.0071	0.0134
Si	13.3887	15.971	7.0542	-0.004	-0.0123	-0.002
Si	3.9136	9.4777	7.4423	0.0052	-0.0191	-0.0131
Si	4.5019	11.4344	12.1583	-0.0087	-0.0027	-0.0081
Si	8.7344	7.6645	11.8056	-0.0009	0.0232	-0.0238
Si	15.4814	7.1163	7.823	0.0038	0.0091	0.0142
Si	-1.9582	13.6781	7.3341	0.0046	0.0154	-0.0106
Si	4.3218	11.072	9.353	0.0291	0.0685	0.0124
Si	9.4595	16.6483	9.1816	0.0144	-0.0086	-0.0131
Si	13.3413	16.9175	9.212	-0.0017	0.0257	0.0173
Si	-4.2906	-1.9256	12.0782	0.0067	0.001	-0.0052
Si	10.4674	6.3122	10.9383	0.0287	0.0588	-0.056
Si	7.7255	6.8542	7.6382	-0.0027	-0.0048	0.0103
Si	9.6521	0.5235	7.7353	0.002	-0.0035	-0.0048
Si	1.8746	13.5586	7.5067	0.015	-0.0007	0.0013
Si	3.9087	6.2891	13.1843	-0.0197	0.004	0.0048
Si	11.7995	13.0466	8.7776	-0.0026	-0.016	0.0134
Si	11.9237	5.8836	14.4395	0.0118	0.0237	-0.0233
Si	-0.3453	4.515	12.3079	-0.0068	0.0197	0.0161
Si	3.7857	2.7955	10.0342	0.0028	-0.0049	0.008
Si	6.013	7.0966	10.8868	-0.0052	0.018	0.0167
Si	7.658	-0.2506	14.5369	-0.0016	-0.0013	0.001
Si	7.5853	13.398	8.9579	-0.0047	0.0096	0.0029
Si	6.5863	11.566	10.0861	0.0264	-0.09	-0.0483
Si	5.7468	13.5294	7.4698	-0.0022	-0.0043	0.0034
Si	12.6496	13.4526	11.7734	0.0014	-0.0077	0.0001
Si	1.5385	-3.2182	15.4474	-0.0028	-0.0023	-0.0071
Si	7.538	2.7126	10.0719	-0.0065	-0.0053	-0.0193
Si	1.2819	6.6176	16.6067	-0.0024	-0.0008	0.0024
Si	15.3019	2.8786	9.8906	0.011	-0.0078	-0.0009
Si	-1.4377	5.6171	16.755	-0.015	0.0057	-0.0065
Si	5.6795	3.777	9.0873	0.0071	0.0057	0.003
Si	6.7961	2.1571	13.1671	-0.0005	0.0022	0.0015
Si	13.1131	9.7349	14.2121	0.0063	-0.0062	-0.0118
O	17.3482	0.2471	27.2511	0.0053	-0.006	-0.0048
O	-14.2445	-7.7242	25.9793	0.011	-0.0022	0.0013
O	10.4727	5.5294	17.802	0.0013	-0.0001	-0.0031
O	4.5246	13.3529	26.5449	0.0015	0.006	-0.0078
O	-19.0226	17.1454	13.9502	-0.0069	-0.0061	-0.0123
O	10.3139	-0.0098	20.8966	-0.0003	-0.0011	-0.0005
O	7.6635	21.7286	24.834	0.0031	-0.0038	0.0025
O	2.7225	1.831	23.0432	-0.0051	0.0018	-0.0017
O	11.4914	10.4156	10.556	0.0047	0.0179	-0.0065
O	14.0041	13.3248	21.1093	-0.0009	0.0001	0.0007
O	5.2594	29.0859	18.8327	-0.0001	0.001	0.0006
O	10.2203	14.5076	18.7555	0.0077	0.0006	-0.0134
O	2.8604	15.0788	18.6356	-0.0032	-0.0022	-0.0026
O	19.876	20.4487	17.2299	-0.0011	0.0002	-0.002
O	7.435	6.6753	11.618	0.0282	-0.0146	0.0071
O	-5.2161	8.2749	24.938	-0.0009	0.0001	-0.0043
O	15.7409	9.5025	24.0707	-0.0016	-0.001	-0.0058
O	1.7527	4.1818	21.9918	-0.0013	-0.0014	-0.0015
O	-0.1346	4.2077	13.8734	0.014	-0.0086	0.017
O	7.0765	-0.1036	20.8857	-0.0017	-0.0012	-0.0018
O	-5.5758	2.2886	16.1132	-0.001	-0.0062	0.0002
O	16.1237	18.4964	11.7562	0.0034	-0.003	-0.002
O	1.159	28.2212	15.5732	-0.0097	0.0081	0.0002
O	12.1821	13.8488	10.2363	0.0006	0.0068	0.0159
O	6.6238	-0.8167	18.322	-0.006	0.0026	-0.007
O	-4.0774	16.3139	26.6037	0.0004	-0.0003	-0.0022
O	-1.1714	9.5001	26.4611	-0.0055	-0.0032	0.0048
O	0.3493	7.5235	25.8118	0.0002	0.0065	-0.0017
O	6.2277	9.7111	22.8117	0.0004	-0.0009	0.0002
O	3.5848	5.5992	23.1218	0.0004	-0.0008	-0.0001
O	2.5526	2.2474	12.8438	0.0064	0.0013	-0.0078
O	8.7486	8.7924	10.5693	0.0228	-0.0303	0.0126
O	-11.9481	11.0141	27.0988	-0.0024	0.0048	-0.003
O	8.4558	-6.4057	24.4788	0.0004	-0.0003	-0.0013
O	11.2209	10.7411	17.143	-0.0023	-0.0019	-0.0015
O	2.7627	-0.3368	24.7738	-0.0008	0.0013	-0.0045
O	-4.8087	5.4287	23.3433	-0.0017	0.0008	0.0008
O	10.5281	10.2947	20.5042	-0.0008	-0.0013	0.0004
O	18.4334	-2.5837	15.8518	-0.0002	0.0001	-0.0015
O	-3.0452	-1.2909	21.9698	-0.0008	-0.0018	-0.0007
Si	9.907	6.626	16.7241	0.0097	-0.0018	-0.0005
Si	-6.7251	7.7945	25.3482	-0.0051	-0.0018	-0.0074
Si	24.6334	17.8978	23.8694	-0.0024	-0.0055	-0.0077
Si	9.297	14.8222	14.6187	0.009	0.0042	0
Si	5.1936	-5.2579	15.8011	0.0003	-0.0054	-0.002
Si	2.5558	8.2687	21.0736	0.0016	0.0033	-0.0005
Si	10.6775	-0.4006	26.0746	0.0055	-0.0082	-0.0061
Si	-0.5618	1.741	20.589	-0.0052	-0.003	-0.0001
Si	5.9347	25.4981	17.0121	-0.0029	-0.0032	0.0044
Si	5.8091	17.7547	19.1883	0.0011	-0.0041	0.0006
Si	3.8051	26.2042	8.8421	-0.0403	-0.0033	-0.0207
Si	-5.5285	9.1216	21.4596	-0.0025	-0.0005	-0.005
Si	11.762	17.5083	18.3078	-0.0023	-0.0018	0.0016
Si	19.0428	19.8902	18.5108	0.0006	-0.0048	0.0023
Si	15.3854	-1.146	11.5953	0.0012	-0.0073	-0.0169
Si	2.1285	18.5113	22.4688	-0.0028	-0.001	0.0033
Si	1.8129	0.982	18.694	0.001	0.0033	0.0017
Si	1.5012	16.3686	25.6018	-0.0224	0.0006	0.0109
Si	-7.3045	12.9354	24.4623	-0.0036	0.0018	-0.0033
Si	4.52	3.8146	26.0112	0.0094	-0.0016	-0.0611
Si	2.3439	0.6137	12.917	-0.0177	0.0008	-0.0096
Si	5.7752	18.9287	8.8151	0.0092	-0.0002	-0.0048
Si	5.0235	5.7353	23.8187	0.002	0.0003	-0.0115
Si	5.4565	21.1878	22.2856	0.0007	-0.0033	-0.0019
Si	-3.1893	5.3597	23.4044	0.0028	-0.0042	0.0038
Si	7.4737	22.3066	9.7516	0.0093	0.0387	0.0274
Si	4.4845	14.8487	18.7704	-0.0022	0.005	0.0052
Si	16.6457	13.7697	15.6972	0.0035	-0.005	-0.005
Si	13.3463	8.6373	27.4994	-0.0026	-0.0004	-0.0154
Si	6.8913	16.919	21.9932	-0.005	-0.003	-0.0039
Si	19.3489	15.9727	12.3989	-0.0077	-0.0016	0.0124
Si	12.4716	3.518	20.9224	-0.0136	0.0042	-0.0013
Si	-4.1294	9.3748	25.4313	0.001	0.0058	0.0047
Si	16.9225	19.3445	25.2067	-0.0113	-0.0085	0.0048
Si	12.2082	11.9332	17.6681	-0.0007	0.0015	0.0038
Si	7.5835	6.7078	17.3715	-0.0021	-0.0007	-0.0024
Si	-0.8286	11.6025	15.9304	-0.007	-0.0013	-0.008
Si	10.2284	14.3495	20.3744	-0.0059	0.002	-0.0008
Si	0.4792	16.8565	15.362	-0.0164	-0.0011	-0.02
Si	6.4684	-1.2497	19.8765	0.0017	-0.0037	0.0027
Si	18.0842	9.6629	27.4837	0.0093	0.0043	-0.025
Si	8.913	9.9779	13.7834	0.0042	0.0028	-0.0045
Si	10.9712	9.4311	16.2079	0.0019	-0.0049	0.0013
Si	1.4953	7.0624	11.7074	-0.0134	-0.0018	0.0001
Si	13.8499	12.2785	22.3469	-0.0027	0.0023	-0.0004
Si	-2.8067	21.204	22.8787	0	-0.0007	0.0001
Si	3.8301	12.5844	20.5436	0.0009	-0.0016	0.0025
Si	16.9071	15.6148	22.7834	-0.0035	-0.0044	0.0019
Si	3.4559	0.4427	23.4842	-0.0016	0.0002	-0.0016
Si	11.5768	16.0032	12.8153	0.0062	-0.0029	0.0215
Si	2.0115	19.1176	8.831	-0.005	-0.0058	0.0061
Si	-2.7654	19.2909	11.5565	-0.061	-0.0663	0.0852
Si	0.1793	9.5836	12.7829	-0.0151	-0.0165	-0.0026
Si	14.8434	11.1049	9.2923	0.0001	0.0128	0.0277
Si	-7.8033	-15.724	23.5748	-0.0044	0.0013	-0.0045
Si	0.5177	1.182	27.3851	0.0047	-0.0098	-0.0188
O	-0.3024	13.0976	15.5457	-0.0002	0.0016	0.0021
O	16.2072	15.9488	24.2225	0.0045	-0.0022	-0.0028
O	7.1823	13.0188	16.0377	-0.0038	-0.0028	-0.0009
O	21.1483	2.7496	25.5703	-0.0269	0.0093	0.0173
O	13.6633	11.2023	14.6815	0.0004	-0.0015	0.009
O	6.7034	26.1989	13.4706	-0.0021	0.0041	0.0005
O	25.5272	-0.0448	27.5672	0.0014	0.0076	0.0024
O	7.6753	23.7882	14.2436	-0.0023	-0.0009	0.0025
O	1.498	-20.3518	15.6308	-0.0053	0.0013	0.0084
O	10.6781	-1.9841	25.6821	0	-0.0028	-0.0021
O	5.9116	17.3973	23.1696	-0.004	0.0062	0.0046
O	1.263	-3.6266	21.5457	-0.002	-0.0012	-0.0023
O	3.7608	10.6355	10.9041	-0.0155	-0.0158	0.0207
O	12.0784	-2.9039	12.9977	-0.0136	0.0091	-0.0074
O	16.4048	15.4944	26.8344	0.0031	0.0035	-0.0091
O	3.0943	8.299	19.5112	-0.0038	-0.0018	-0.0009
O	-3.2762	11.9565	19.2891	-0.0043	-0.003	-0.0032
O	7.822	2.7155	14.3497	0.001	-0.0013	-0.0017
O	9.6931	13.1231	24.9817	-0.0007	-0.0008	0.0063
O	15.8768	2.0003	21.8496	0.0009	0.0018	-0.0012
O	-1.4179	12.6238	11.851	-0.0171	0.0028	-0.0006
O	15.1176	24.0763	22.2409	-0.0011	-0.004	-0.0009
O	-1.6595	4.3016	27.1996	-0.0076	-0.0042	-0.0086
O	3.8618	8.6395	22.0062	-0.0024	-0.0005	-0.0011
O	12.8256	-8.5294	22.2963	-0.0072	-0.0059	-0.0165
O	-12.0053	-0.4513	22.1212	0.0006	0.0029	-0.0046
O	8.5193	34.1306	13.2368	0.0011	-0.0016	0.0033
O	11.4942	12.4676	12.3554	0.002	-0.008	-0.0082
O	8.9481	8.168	20.574	-0.0015	0.0017	0.0004
O	19.0964	4.6998	12.8997	0.0033	0.0023	-0.0036
O	20.7433	28.3948	13.1959	0.0047	-0.0056	-0.0004
O	11.6642	17.3351	19.9143	0.0101	-0.0103	0.0051
O	-3.585	3.2515	17.5105	-0.0104	-0.0034	0.0043
O	-2.3296	6.0957	15.4903	-0.0058	-0.0048	0.0068
O	4.9611	18.1301	25.4073	-0.0015	-0.005	0.0046
O	1.5732	20.8615	15.866	-0.0021	-0.0012	0.0041
O	13.8801	-9.8516	20.2715	-0.0038	-0.001	0.0021
O	16.6142	6.2972	23.623	0.0017	-0.0011	-0.0091
O	4.4161	10.7171	13.6043	-0.0015	0.0015	0.0004
O	-0.6361	0.4875	26.4037	-0.0079	0.0017	-0.0011
O	4.8624	11.3626	20.1818	-0.0009	0.0009	-0.0005
O	-3.255	12.9614	25.9803	-0.0046	-0.0004	-0.001
O	27.2446	13.3772	17.0051	-0.0021	-0.0017	-0.0008
O	22.1831	7.0243	16.0209	-0.0042	0.0002	-0.0013
O	2.2195	6.3813	17.9155	-0.0104	0.0037	-0.0104
O	5.3355	9.1058	15.3207	-0.0053	0.0075	-0.0018
O	4.4559	19.432	14.6931	0.0023	0.0013	0.0026
O	2.4974	19.9179	12.988	0.0093	-0.0051	0.001
O	1.705	0.4543	17.1594	-0.0027	0.0003	-0.0019
O	9.1668	0.3675	14.4371	-0.0029	0.0014	-0.0003
O	1.166	25.5436	12.0077	0.016	0.0085	0.0085
O	27.7024	19.6993	13.1534	-0.0155	-0.0104	-0.0146
O	12.8039	-7.9259	24.8599	-0.0043	-0.0033	0.0011
O	3.7634	25.7013	12.3684	0.0092	-0.0058	-0.0026
O	17.5532	6.7036	21.2181	-0.0012	-0.0023	-0.001
O	16.027	21.2276	11.7047	0.0026	-0.0003	-0.0011
O	7.4682	2.5088	11.719	-0.0022	-0.0002	0.0141
O	11.4376	27.9335	21.165	0.0071	0.0125	-0.0053
O	-0.2782	19.5325	17.0673	0.0125	-0.0023	-0.0024
O	14.0336	8.8674	22.1097	-0.002	0.0006	-0.0007
O	-3.6231	8.9265	26.9159	0.0049	0.0015	-0.0059
O	-8.559	5.3648	18.0559	-0.0045	-0.0002	0.0009
O	-3.0915	9.0074	15.468	-0.0051	0.0023	0.004
O	-9.3286	8.673	10.3949	-0.0172	0.0007	-0.0089
O	7.2782	-2.6542	20.0105	-0.0028	-0.0003	-0.0009
O	-5.8397	23.5417	12.5141	-0.0029	-0.0024	0.0134
O	25.3241	22.6419	15.093	-0.0058	-0.0001	-0.0042
O	7.3887	7.9384	18.4712	-0.0017	0.0001	-0.0016
O	-22.1818	14.8545	20.7862	0.0015	-0.0031	-0.0004
O	13.6327	5.1195	11.9851	0.01	-0.0011	-0.0249
O	-3.0004	9.3133	24.233	-0.0033	-0.0046	0.0017
O	22.0657	4.9083	20.6137	-0.0029	-0.004	-0.0008
O	5.5872	7.226	23.4676	-0.0033	-0.0049	0.0006
O	-9.4216	11.6751	11.6682	-0.0129	0.0122	0.0222
O	4.5236	18.7809	19.2621	-0.003	0.0019	-0.0017
O	13.5857	32.6688	27.3428	-0.0011	0.0009	-0.0039
O	16.8869	9.7744	13.8279	0.0031	-0.0009	0.0062
O	-2.0448	28.0391	25.2912	-0.0037	-0.001	0.0006
O	11.2787	21.1983	22.0068	0.0017	-0.0012	0.0017
O	14.3938	8.911	13.6369	0.0033	0.0089	0.0037
O	-1.6422	12.9658	23.8494	-0.0018	-0.0015	-0.0039
O	4.6308	13.9803	20.1672	-0.0042	-0.0071	-0.0033
O	-7.0813	17.2651	22.5799	0.0006	-0.0003	0.0001
O	2.9456	7.158	25.4955	-0.0013	0.0021	-0.0047
O	2.103	13.1285	14.5091	-0.0014	0.0012	0.0078
O	28.4163	-6.0093	23.2051	-0.0033	0.0041	-0.0026
O	14.7196	16.9917	16.4324	0.0127	-0.0042	-0.0098
O	10.4931	19.0677	15.2051	-0.0104	0.0012	0.0059
O	4.9993	13.5715	23.9366	-0.0053	0.0006	0.0029
O	-5.0039	-4.6777	17.0786	-0.0042	0.0014	-0.0036
O	2.3027	19.8698	10.2972	0.006	0.0043	-0.0008
O	-2.3447	18.3534	18.0812	-0.0011	-0.0047	-0.0033
O	18.5626	3.3371	25.3129	0.0253	0.0013	0.0166
O	0.3377	23.2963	16.1545	0.0007	-0.0011	0.0011
O	17.9264	12.6105	19.6341	-0.0017	-0.0004	-0.0009
O	-10.5622	6.8937	12.0544	0.0078	-0.001	-0.0164
O	-6.3339	2.4689	27.236	-0.002	-0.0051	0.0047
O	6.5171	2.519	21.7488	-0.001	0.0015	-0.0004
O	13.7637	11.6402	17.2938	-0.0014	-0.0004	-0.001
O	1.3695	9.9137	26.4321	0.0007	-0.0025	0.0101
O	28.1957	27.6355	12.6887	-0.009	0.0068	-0.0052
O	0.3432	1.4224	19.2636	-0.0022	-0.001	-0.0011
O	-6.4662	-3.1129	22.6594	-0.0023	-0.0013	0.0018
O	-8.3759	0.5933	25.6012	-0.007	0.0019	-0.003
O	5.0642	1.1506	17.4976	0.0001	-0.0049	-0.004
O	20.4913	11.6628	16.1249	0.0034	0.0023	0.0012
O	8.0868	26.6207	23.1067	-0.0031	-0.004	0.0024
O	-5.2381	2.4835	13.3956	-0.0026	0.003	0.0039
O	15.3551	15.9097	11.5559	0.0002	-0.0026	-0.0092
O	6.2553	-4.9177	20.9164	-0.0025	0.0014	0
O	7.7303	-1.4107	24.1565	0.0017	-0.0002	-0.0013
O	9.2265	4.0055	25.1097	-0.001	0.0008	0.0123

Results
free energy: -254268.674 eV
free energy less fixed offsets of O -568.88, Si -635.61 eV per atom: 2.126 eV

The program warned: the cutoff lies below the one the program advises for these potential files; the forces do not sum to zero within the program's tolerance; the exchange-correlation potential is rough where the density is thin.
